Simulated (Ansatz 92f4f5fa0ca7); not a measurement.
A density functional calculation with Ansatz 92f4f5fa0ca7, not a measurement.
Periodic cell of 237 atoms, Si142O89As6, from a study of silicon, its oxide and their interface. The atomic structure is a simulated model.
Doubt: the cutoff is far below the 930 eV that the study's wrapper takes by default for these files, so forces and energies are approximate.

Settings
functional: PBE
potential files: Ansatz PAW
basis: plane waves
wave-function cutoff: 580 eV
density cutoff ratio: 5
exchange-correlation grid ratio: 1
k mesh: 1 x 1 x 1, Gamma-centred
self-consistency stop: 5e-08 eV per atom in the density residual
occupations: fixed
spin: none
net charge: 0

Cell vectors (angstrom)
a, 11.6015, 0, 0
b, 0, 10.938, 0
c, 0, 0, 32.9134

Atoms: element, x, y, z (angstrom)
Si, 0.2298, 0.1345, 24.2072
Si, 3.8044, -0.1506, 24.2156
Si, 7.7909, 0.2202, 23.9382
Si, 2.182, 1.5174, 24.2098
Si, 5.7132, 1.2829, 24.1836
Si, 9.8133, 1.4339, 24.0965
As, 0.1615, 5.3562, 24.0513
Si, 4.0186, 5.544, 24.3689
As, 7.952, 5.2289, 24.1613
As, 2.0438, 6.9279, 24.1803
Si, 6.0609, 6.701, 24.21
Si, 9.8156, 6.7991, 24.2282
Si, 2.0317, 2.8047, 26.1591
Si, 5.8431, 2.6712, 26.1411
Si, 9.7749, 2.7052, 26.1272
Si, 0.0833, 4.1441, 26.1908
Si, 3.9653, 4.1426, 26.2508
Si, 7.8094, 4.0535, 26.2259
Si, 1.9779, 8.1681, 26.2301
Si, 5.9916, 8.2237, 26.0199
Si, 9.7625, 8.2645, 26.0699
Si, 0.1011, 9.6603, 26.1279
Si, 3.9582, 9.4741, 26.1286
Si, 7.8513, 9.6823, 25.891
Si, 0.0461, 0.0044, 28.1012
Si, 3.9155, -0.031, 28.0514
Si, 7.7861, -0.0342, 28.0038
Si, 1.9849, 1.3686, 28.0695
Si, 5.848, 1.3437, 28.0927
Si, 9.7115, 1.3619, 28.086
Si, 0.013, 5.5021, 28.1116
Si, 3.9458, 5.519, 28.1413
Si, 7.7857, 5.4912, 28.0971
Si, 1.9688, 6.8033, 28.1344
Si, 5.8819, 6.893, 28.0355
Si, 9.6972, 6.8954, 28.0472
Si, 1.9336, 2.7345, 30.0142
Si, 5.8008, 2.7345, 30.0142
Si, 9.6679, 2.7345, 30.0142
Si, 0, 4.1018, 30.0142
Si, 3.8672, 4.1018, 30.0142
Si, 7.7343, 4.1018, 30.0142
Si, 1.9336, 8.2035, 30.0142
Si, 5.8008, 8.2035, 30.0142
Si, 9.6679, 8.2035, 30.0142
Si, 0, 9.5708, 30.0142
Si, 3.8672, 9.5708, 30.0142
Si, 7.7343, 9.5708, 30.0142
Si, 0, 0, 31.9478
Si, 3.8672, 0, 31.9478
Si, 7.7343, 0, 31.9478
Si, 1.9336, 1.3673, 31.9478
Si, 5.8008, 1.3673, 31.9478
Si, 9.6679, 1.3673, 31.9478
Si, 0, 5.469, 31.9478
Si, 3.8672, 5.469, 31.9478
Si, 7.7343, 5.469, 31.9478
Si, 1.9336, 6.8362, 31.9478
Si, 5.8008, 6.8362, 31.9478
Si, 9.6679, 6.8362, 31.9478
Si, 1.9336, 2.7345, 0.9679
Si, 5.8008, 2.7345, 0.9679
Si, 9.6679, 2.7345, 0.9679
Si, 0, 4.1018, 0.9679
Si, 3.8672, 4.1018, 0.9679
Si, 7.7343, 4.1018, 0.9679
Si, 1.9336, 8.2035, 0.9679
Si, 5.8008, 8.2035, 0.9679
Si, 9.6679, 8.2035, 0.9679
Si, 0, 9.5708, 0.9679
Si, 3.8672, 9.5708, 0.9679
Si, 7.7343, 9.5708, 0.9679
Si, -0.0337, -0.0457, 2.9453
Si, 3.8149, 0.0431, 2.8257
Si, 7.6954, 0.0463, 2.8591
Si, 1.8649, 1.3865, 2.8893
Si, 5.7452, 1.3906, 2.9079
Si, 9.6654, 1.3506, 2.8821
Si, -0.0554, 5.4438, 2.9515
Si, 3.8409, 5.439, 2.9321
Si, 7.7104, 5.4312, 2.9071
Si, 1.8896, 6.7957, 2.8754
Si, 5.7784, 6.8028, 2.8656
Si, 9.6206, 6.8459, 2.9493
Si, 1.8562, 2.7582, 4.8268
Si, 5.7117, 2.6724, 4.9144
Si, 9.6645, 2.6846, 4.8201
Si, -0.0741, 4.1741, 4.9929
Si, 3.7818, 4.1253, 4.9388
Si, 7.672, 3.9747, 4.8004
Si, 1.8792, 8.209, 4.7539
Si, 5.7147, 8.1744, 4.7707
Si, 9.5121, 8.1896, 4.9661
Si, -0.1091, 9.5285, 4.9381
Si, 3.8317, 9.5876, 4.6914
Si, 7.6468, 9.6227, 4.7736
Si, 0.0254, -0.0506, 6.8807
Si, 3.8914, -0.0667, 6.6387
As, 7.7983, -0.0825, 6.8694
Si, 1.9725, 1.2713, 6.6321
Si, 5.8547, 1.3147, 6.8959
As, 9.7144, 1.4217, 6.8746
Si, -0.2184, 5.8153, 6.8063
Si, 3.6244, 5.4937, 6.9065
Si, 7.4963, 5.3283, 6.6581
As, 1.8323, 7.0975, 6.8736
Si, 5.6677, 6.7715, 6.673
Si, 9.242, 6.8526, 6.9301
O, 6.1284, 7.8635, 7.8642
O, 11.6472, 10.0819, 8.3729
O, 6.0061, 2.2498, 8.3199
O, 3.5583, 9.5935, 7.6898
O, 3.3576, 4.5655, 8.3179
O, -0.0447, 5.3288, 8.3782
O, 8.7069, 7.4622, 8.4674
O, 2.242, 2.1661, 7.9938
O, 7.2409, 4.589, 8.146
O, 9.9954, 2.6148, 22.8482
O, -1.6335, 11.4081, 21.3881
O, 5.413, 2.3806, 22.942
O, 3.2899, 9.8019, 22.9044
O, 3.9184, 4.6785, 22.9556
O, 7.6346, 10.5895, 22.3285
O, 6.2715, 7.2931, 22.6306
O, 1.836, -0.0016, 21.0206
O, 9.8104, 7.7194, 22.8145
Si, 12.2172, 9.7007, 9.8556
Si, 0.3494, 10.0792, 17.911
Si, 1.0961, 12.1589, 16.0773
Si, 9.4823, 13.9012, 10.6227
Si, -3.7308, 13.4747, 16.1333
Si, 6.7343, 6.5715, 21.2288
Si, 10.2725, 2.0811, 21.3261
Si, 2.9609, 2.0706, 11.7175
Si, 5.6781, 0.9952, 12.5866
Si, -7.5197, 3.1564, 22.3778
Si, 6.9914, 3.3034, 9.1133
Si, -5.8248, 3.9773, 20.1237
Si, 8.5845, -0.2984, 20.9896
Si, -6.7601, 1.6003, 16.1942
Si, -7.9605, 9.5085, 9.3066
Si, -1.553, 0.8882, 14.6658
Si, 6.2137, 10.1573, 10.5334
Si, 2.5946, 3.3129, 9.0661
Si, 1.1538, 1.123, 20.0982
Si, 8.1461, 2.0966, 19.2372
Si, 1.8653, 9.7136, 22.0802
Si, 2.7429, 2.7221, 18.1368
Si, -6.6843, -1.0092, 14.7531
Si, 6.8906, 7.7925, 16.1059
Si, -0.0909, 0.9698, 11.7604
Si, 5.169, -3.2937, 11.0405
Si, 0.8437, 7.7511, 19.9535
Si, 2.4539, 5.9046, 18.2217
Si, 9.536, -3.2026, 21.1932
Si, -3.7086, 16.2092, 14.4958
Si, 7.0729, 3.5837, 12.1326
Si, 7.235, 7.88, 9.0675
Si, -0.9228, 6.6917, 14.1428
Si, 2.8444, 2.9189, 14.4382
Si, -8.309, 7.6734, 13.2827
Si, -1.8903, 9.0856, 15.9808
Si, 5.3872, 6.5333, 18.6289
Si, 0.5763, 7.313, 11.6211
Si, 1.863, 5.7713, 15.25
Si, 0.1139, 4.8344, 9.9095
O, 7.7604, 4.1025, 15.647
O, -5.7429, -0.0619, 13.8017
O, 8.5013, 2.3761, 17.6564
O, 3.4698, 2.6778, 10.2943
O, 0.7418, -5.1418, 11.0637
O, 1.4725, 1.4132, 11.7496
O, -9.3743, -0.923, 9.9441
O, 9.4566, 16.5528, 14.1556
O, -3.1452, 2.6095, 9.3997
O, 5.7347, 9.0591, 11.658
O, 6.445, 1.7649, 16.2611
O, -7.2715, 2.5785, 14.9957
O, 10.7562, 1.0397, 13.2026
O, -0.9595, 12.7945, 10.7204
O, 1.327, 10.6412, 16.6947
O, 0.9672, 8.7949, 18.6913
O, -0.6973, 7.4069, 20.3714
O, 4.4374, 6.9388, 12.3188
O, 4.8761, 10.5334, 9.6731
O, -4.4142, 6.6264, 15.0243
O, -2.8561, 12.755, 14.9513
O, 8.9708, 9.1326, 20.5796
O, 8.3376, 6.6676, 20.903
O, 5.8479, -3.6853, 20.0259
O, 6.1825, 13.4291, 12.9492
O, 9.6221, -0.6696, 14.8635
O, 7.1183, 4.8945, 13.0976
O, -8.8098, 4.3236, 18.3569
O, -1.1348, 7.8279, 15.2844
O, 1.5049, 2.375, 17.1384
O, 4.4057, 3.3584, 20.7725
O, 0.2295, 2.2145, 20.8865
O, -4.2213, 9.4218, 9.6563
O, 6.4665, -7.1395, 10.6108
O, 6.6772, 11.4794, 11.3457
O, -0.1311, -0.5133, 11.1154
O, -5.2887, 7.0976, 17.4431
O, 1.9189, -3.093, 12.4059
O, 4.3797, 0.0457, 15.9017
O, -0.4859, 12.3122, 15.788
O, -8.5882, 6.6728, 14.5326
O, 2.4141, 12.8789, 19.508
O, 2.2963, 4.2173, 15.2146
O, 6.7308, -8.1705, 19.6453
O, 6.4933, 6.9776, 10.2933
O, -3.613, 0.5077, 19.6751
O, 2.9218, 3.2553, 12.8504
O, -1.0873, -1.3099, 17.2922
O, 12.1523, -1.0655, 23.0547
O, -5.7984, 8.8012, 15.4846
O, 1.9281, 1.5725, 14.7131
O, 4.1604, 2.1265, 17.5842
O, -6.041, 4.9102, 18.7925
O, 0.3304, -2.7939, 10.2367
O, -1.3746, 4.394, 10.4027
O, 2.7147, 2.3467, 22.8023
O, 8.6154, 3.0436, 12.0009
O, 3.8184, 6.8052, 18.2951
O, 4.0934, 11.9167, 12.1795
O, 4.0186, 8.0242, 9.9127
O, 9.3187, 2.7671, 20.1801
O, 0.2023, 0.3821, 18.97
O, -3.3623, 8.6216, 16.478
O, 0.4431, 5.8907, 14.4942
O, -5.1628, 4.9579, 21.2573
O, 1.7134, 6.2165, 16.8056
O, 1.4842, 6.3409, 19.4518
O, -0.6982, 7.3732, 12.662
O, 1.1923, 3.6397, 9.8132
O, 1.6964, 8.3314, 21.2204
O, -7.843, 9.1311, 13.8919

Results
free energy: -170022.817 eV
free energy less fixed offsets of As -4856.12, O -568.88, Si -635.61 eV per atom: 0.843 eV

Forces (eV/angstrom), in the order of the atoms: element, x, y, z
Si, -0.0994, -0.2766, -0.256
Si, -0.2541, -0.4529, -0.1072
Si, -0.2313, -0.1756, -0.6795
Si, 0.1481, 0.2645, -0.2944
Si, 0.0195, 0.3753, -0.2529
Si, 0.3414, 0.6092, -0.1459
As, -0.249, -0.5056, 0.2644
Si, -0.386, -0.2421, -0.0968
As, -0.0305, -0.0863, -0.0656
As, 0.2214, 0.515, -0.0433
Si, 0.315, 0.1335, -0.4144
Si, 0.1937, 0.098, -0.1835
Si, -0.1011, 0.1596, 0.2563
Si, -0.0525, 0.1418, 0.2585
Si, -0.089, 0.1512, 0.1868
Si, -0.1911, 0.068, -0.4458
Si, 0.1313, -0.259, -0.1291
Si, 0.1972, -0.1798, -0.1762
Si, 0.1282, 0.079, -0.1436
Si, -0.3322, 0.1443, 0.0807
Si, 0.0325, 0.252, -0.0787
Si, 0.1678, -0.2026, 0.2869
Si, -0.002, -0.1118, 0.2489
Si, -0.0044, -0.1085, 0.4092
Si, 0.0119, 0.1738, -0.0258
Si, 0.0248, 0.0655, -0.019
Si, 0.0019, 0.1782, -0.0483
Si, 0.0204, -0.1229, -0.0751
Si, 0.0724, -0.1548, -0.0647
Si, -0.0177, -0.146, -0.1584
Si, -0.0001, -0.0654, -0.0953
Si, 0.021, 0.0955, -0.1771
Si, -0.0727, -0.0898, -0.0118
Si, -0.0112, 0.1846, -0.0855
Si, 0.042, -0.0918, -0.0682
Si, 0.0491, -0.1068, -0.1179
Si, 0.0758, 0.0592, -0.1713
Si, 0.0486, -0.0024, -0.0368
Si, 0.0089, 0.0285, -0.0303
Si, -0.079, -0.0492, 0.0803
Si, 0.1353, -0.0299, 0.2408
Si, 0.069, 0.0651, 0.0803
Si, 0.0245, 0.0351, 0.22
Si, 0.1242, 0.1225, -0.1019
Si, -0.042, 0.1812, 0.0405
Si, 0.079, -0.1108, 0.0678
Si, 0.0054, -0.0113, -0.117
Si, 0.0582, -0.0461, -0.3306
Si, -0.0243, 0.085, 0.0071
Si, 0.0256, -0.0134, -0.0765
Si, 0.0099, 0.0921, -0.1098
Si, -0.0023, -0.0398, 0.022
Si, 0.0252, -0.0664, 0.0415
Si, -0.0077, -0.0186, -0.0081
Si, 0.0113, 0.0682, 0.0876
Si, -0.0216, 0.0461, 0.0629
Si, 0.0091, 0.0142, 0.0441
Si, 0.0164, 0.054, 0.0016
Si, -0.0205, -0.0676, -0.0558
Si, 0.0143, -0.1583, -0.0163
Si, -0.1173, 0.0975, -0.1508
Si, -0.0658, 0.1686, 0.0206
Si, 0.0559, 0.0081, -0.0932
Si, -0.1101, -0.0164, 0.1971
Si, 0.0183, -0.1204, 0.1403
Si, 0.0218, -0.1003, -0.0739
Si, -0.0549, -0.0941, -0.0502
Si, 0.0294, 0.0245, -0.0944
Si, -0.054, 0.0532, 0.2553
Si, 0.0427, -0.1157, 0.1721
Si, -0.1112, -0.0754, -0.2752
Si, -0.043, -0.0337, -0.106
Si, -0.1006, 0.1062, 0.0922
Si, 0.0546, 0.1223, 0.1292
Si, -0.0746, -0.067, 0.0958
Si, -0.0176, -0.1208, 0.097
Si, 0.0164, -0.1166, 0.0615
Si, -0.0127, 0.0421, 0.0005
Si, 0.0303, 0.1295, 0.066
Si, -0.0766, 0.1249, 0.0394
Si, 0.0063, 0.1379, 0.1072
Si, 0.0907, 0.0343, 0.0402
Si, -0.0285, -0.1213, 0.0927
Si, 0.0402, -0.1706, 0.1664
Si, -0.0644, 0.1975, -0.0698
Si, -0.154, 0.1279, 0.0444
Si, 0.1533, -0.0291, 0.0746
Si, -0.2149, -0.1327, -0.2436
Si, 0.2672, -0.178, -0.0965
Si, 0.0625, -0.2225, -0.1994
Si, 0.0017, 0.1278, 0.2067
Si, -0.0229, 0.2502, -0.2142
Si, -0.0447, 0.346, -0.3151
Si, 0.3322, -0.2596, -0.0663
Si, 0.0536, -0.2291, -0.1407
Si, -0.1287, -0.035, 0.234
Si, -0.0829, -0.2447, 0.2021
Si, -0.0419, -0.3756, -0.2076
As, -0.1887, -0.7372, -0.0632
Si, 0.212, 0.2436, 0.1558
Si, 0.2344, 0.4238, 0.2384
As, 0.117, 0.5688, 0.0723
Si, 0.4375, -0.0655, 0.5529
Si, -0.2707, -0.2914, 0.2944
Si, -0.1993, -0.2694, 0.2279
As, -0.2577, 0.2639, -0.0802
Si, -0.1271, 0.1906, -0.0214
Si, -0.1393, 0.0377, 0.4011
O, -0.0882, 0.0491, -0.0687
O, -0.1675, 0.2208, -0.3928
O, -0.0373, -0.2024, -0.3376
O, 0.0637, 0.001, -0.0777
O, 0.1152, 0.2073, -0.3047
O, -0.0316, 0.1117, -0.0432
O, 0.2598, -0.217, -0.3349
O, -0.042, -0.0345, 0.0124
O, 0.0041, 0.0648, -0.0762
O, -0.1022, -0.3225, 0.3161
O, 0.1122, -0.0528, 0.2265
O, 0.0934, -0.1685, 0.3063
O, 0.184, 0.2061, 0.2196
O, 0.0022, -0.1243, 0.1296
O, 0.0292, 0.1276, 0.4855
O, -0.0311, -0.0058, 0.324
O, 0.0553, 0.0094, 0.2128
O, -0.0885, -0.1102, 0.2535
Si, 0.0283, -0.0179, 0.4112
Si, 0.1344, -0.0533, -0.0462
Si, 0.0348, -0.0236, 0.0535
Si, 0.001, 0.0401, 0.2066
Si, 0.016, -0.019, 0.0477
Si, -0.1099, -0.1991, -0.1242
Si, -0.0215, 0.1632, -0.479
Si, -0.0543, -0.047, 0.2272
Si, 0.019, 0.106, 0.1039
Si, 0.0543, 0.2484, -0.3159
Si, 0.1885, -0.008, 0.1428
Si, 0.1485, 0.1659, -0.1728
Si, -0.1204, 0.1186, -0.3226
Si, -0.0893, 0.1167, 0.0648
Si, 0.1024, 0.0817, 0.3444
Si, 0.0576, 0.0262, -0.0486
Si, 0.122, -0.1384, 0.4125
Si, 0.037, 0.0052, 0.0414
Si, 0.0077, 0.0396, -0.3109
Si, -0.1452, 0.1165, 0.0379
Si, -0.0207, -0.13, -0.1858
Si, -0.0268, 0.0689, 0.0174
Si, -0.0114, 0.0255, -0.0864
Si, 0.0081, -0.0844, 0.0887
Si, -0.0518, 0.0871, 0.0446
Si, 0.1752, 0.1319, 0.3485
Si, 0.0874, -0.0908, -0.2832
Si, 0.0897, -0.0163, 0.0436
Si, -0.0414, -0.2169, -0.0947
Si, -0.0221, 0.0016, -0.0743
Si, 0.1388, -0.1553, 0.1561
Si, -0.0303, -0.0312, 0.2549
Si, 0.0279, 0.0189, -0.0418
Si, 0.1137, 0.0167, -0.0173
Si, -0.0671, -0.1186, 0.0564
Si, 0.0192, 0.0265, -0.0002
Si, -0.1684, -0.1295, -0.0066
Si, 0.0441, 0.0589, 0.2142
Si, 0.0388, 0.0302, 0.0939
Si, -0.0977, 0.0196, 0.1049
O, 0.0102, -0.0451, 0.0347
O, 0.0175, -0.0397, 0.0274
O, 0.0274, -0.0227, -0.0092
O, 0.0269, 0.0424, -0.2377
O, 0.0107, 0.0102, -0.1685
O, 0.0116, 0.0241, -0.0446
O, 0.0243, -0.0085, -0.2314
O, 0.0275, -0.0082, -0.0107
O, -0.077, -0.0044, -0.0216
O, -0.016, 0.0014, -0.1526
O, 0.027, 0.0127, 0.011
O, 0.0209, 0.008, -0.0271
O, 0.0125, -0.0277, -0.0102
O, -0.0435, 0.0197, -0.1228
O, -0.0459, 0.0349, -0.0361
O, -0.0194, -0.0346, 0.1006
O, -0.0974, 0.0342, 0.1998
O, -0.0213, 0.08, -0.0804
O, -0.0938, 0.0026, -0.2282
O, -0.0094, 0.0187, -0.0509
O, -0.0154, -0.0175, 0.0237
O, 0.033, 0.0471, 0.0945
O, 0.0317, -0.0028, 0.1056
O, 0.0766, 0.0023, 0.1552
O, -0.0023, 0.0309, -0.0673
O, -0.0302, 0.001, -0.0254
O, -0.0175, 0.0041, -0.0204
O, -0.0176, -0.0315, 0.0044
O, 0.0198, -0.0265, 0.0023
O, -0.0392, 0.0153, 0.027
O, -0.1738, -0.0815, 0.2103
O, -0.0714, 0.031, 0.2504
O, -0.0207, -0.0536, -0.173
O, -0.1019, 0.005, -0.3205
O, -0.0821, -0.0591, -0.1712
O, 0.0552, -0.0734, -0.2
O, 0.0797, 0.0578, -0.003
O, -0.0729, 0.0237, -0.0942
O, -0.0184, -0.0553, 0.0141
O, -0.0373, 0.0211, 0.0374
O, 0.0142, 0.0126, -0.0328
O, -0.0874, -0.0718, 0.0747
O, 0.0098, -0.0296, -0.0281
O, -0.0474, 0.0201, 0.0515
O, 0.0877, 0.0745, -0.255
O, 0.1013, -0.1726, 0.1822
O, -0.0125, -0.0251, -0.054
O, -0.0586, -0.0209, -0.0012
O, -0.0855, 0.25, 0.1612
O, -0.0175, 0.0263, -0.0119
O, -0.0112, -0.0468, -0.0121
O, 0.0121, -0.049, -0.029
O, 0.0064, -0.0413, 0.0407
O, -0.0146, -0.0466, -0.1911
O, 0.0868, 0.053, -0.1046
O, -0.2283, -0.1156, 0.1857
O, -0.0202, 0.0423, -0.1209
O, 0.0014, 0.0101, 0.0101
O, -0.0612, 0.0171, -0.0861
O, -0.1131, -0.0061, -0.2395
O, 0.1614, -0.1046, 0.1706
O, -0.0473, 0.0802, 0.1072
O, 0.0031, 0.0321, 0.0307
O, -0.0606, -0.0547, -0.0297
O, 0.0404, -0.013, 0.085
O, -0.0472, 0.0206, -0.0486
O, -0.0232, 0.0279, 0.108
O, -0.0018, -0.0136, -0.0278
O, -0.0076, 0.0065, -0.019
O, 0.0484, 0.0422, 0.1487
O, -0.0018, 0.0182, 0.0154

The program warned: the cutoff lies below the one the program advises for these potential files; the forces do not sum to zero within the program's tolerance; the exchange-correlation potential is rough where the density is thin.
